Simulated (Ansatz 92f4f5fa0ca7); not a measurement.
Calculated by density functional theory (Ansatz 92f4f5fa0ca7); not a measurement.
Periodic cell of 226 atoms, Si133O92As1, from a study of silicon, its oxide and their interface. The atomic structure is a simulated model.
Doubt: the cutoff is far below the 930 eV that the study's wrapper takes by default for these files, so forces and energies are approximate.
This geometry differs little from another in the collection (a relaxation step or a small displacement).

Settings: functional PBE; potential files Ansatz PAW; basis plane waves; wave-function cutoff 580 eV; density cutoff ratio 5; exchange-correlation grid ratio 1; k mesh 1 x 1 x 1, Gamma-centred; self-consistency stop 5e-08 eV per atom in the density residual; occupations fixed; spin none; net charge +1 e, with a uniform compensating background and no finite-size correction.

Cell vectors (angstrom)
a, 10.938, 0, 0
b, 0, 10.938, 0
c, 0, 0, 31.9494

Atoms: element, x, y, z (angstrom)
Si, 10.5835, 0.0746, 24.3956
Si, 5.0013, 0.1807, 24.5895
Si, 2.7824, 2.4505, 24.495
Si, 8.5239, 2.499, 24.5951
Si, 10.5048, 5.7154, 24.4581
Si, 5.1135, 5.6419, 24.4426
Si, 2.9106, 7.9702, 24.4235
Si, 8.2391, 8.0208, 24.5787
Si, 1.2416, 1.2328, 25.8122
Si, 6.7533, 1.3594, 25.7424
Si, 3.9644, 4.0719, 25.7969
Si, 9.5714, 4.0878, 25.9669
Si, 1.2533, 6.8487, 25.745
Si, 6.6894, 6.7853, 25.8331
Si, 3.9442, 9.5226, 25.9368
Si, 9.4323, 9.5817, 25.8724
Si, 2.5839, -0.053, 27.2704
Si, 8.0871, 0.0323, 27.1958
Si, 0.028, 2.7201, 27.2382
Si, 5.4195, 2.7662, 27.1394
Si, 2.6226, 5.4831, 27.1494
Si, 8.0981, 5.4399, 27.2035
Si, -0.0412, 8.247, 27.1715
Si, 5.4189, 8.2137, 27.2253
Si, 4.0418, 1.3862, 28.5189
Si, 9.4987, 1.3901, 28.555
Si, 1.3508, 4.1243, 28.602
Si, 6.7433, 4.1062, 28.5859
Si, 4.0128, 6.8386, 28.5422
Si, 9.5066, 6.8537, 28.5167
Si, 1.251, 9.5575, 28.6632
Si, 6.7738, 9.5983, 28.5986
Si, -0.0855, 0.0409, 29.9629
Si, 5.4038, 0.0449, 29.9277
Si, 2.7299, 2.7708, 29.9293
Si, 8.1437, 2.7688, 29.9229
Si, -0.0634, 5.5005, 29.9149
Si, 5.3971, 5.5033, 29.9293
Si, 2.681, 8.2156, 29.9479
Si, 8.1724, 8.2366, 29.9161
Si, 1.3336, 1.425, 31.2886
Si, 6.7858, 1.4159, 31.2979
Si, 4.0704, 4.1296, 31.318
Si, 9.5139, 4.1416, 31.2943
Si, 1.3122, 6.8625, 31.3068
Si, 6.7876, 6.8898, 31.2825
Si, 4.0508, 9.6113, 31.301
Si, 9.5119, 9.5977, 31.3203
Si, 2.7032, 0.0644, 0.7122
Si, 8.1661, 0.0635, 0.7016
Si, -0.022, 2.803, 0.7114
Si, 5.4498, 2.7951, 0.741
Si, 2.7005, 5.5125, 0.7078
Si, 8.1711, 5.5427, 0.7029
Si, -0.0242, 8.2612, 0.7369
Si, 5.445, 8.2723, 0.7208
Si, 4.0757, 1.4231, 2.1017
Si, 9.575, 1.3983, 2.0612
Si, 1.3299, 4.1883, 2.0916
Si, 6.8192, 4.195, 2.0844
Si, 4.0643, 6.8912, 2.0658
Si, 9.5499, 6.8857, 2.102
Si, 1.3459, 9.6585, 2.0957
Si, 6.8131, 9.6701, 2.0806
Si, 0.0016, 0.079, 3.5038
Si, 5.4598, 0.076, 3.4854
Si, 2.6845, 2.8111, 3.4244
Si, 8.2417, 2.8192, 3.354
Si, 0.0043, 5.5579, 3.511
Si, 5.4439, 5.5715, 3.4535
Si, 2.711, 8.2755, 3.4191
Si, 8.2201, 8.3362, 3.4065
Si, 1.3565, 1.4906, 4.8674
Si, 6.9016, 1.5036, 4.7506
Si, 4.0439, 4.1811, 4.7789
Si, 9.5873, 4.1039, 4.8059
Si, 1.3513, 7.0017, 4.8702
Si, 6.8234, 7.024, 4.7527
Si, 4.0797, 9.5991, 4.8113
Si, 9.6045, 9.6081, 4.8658
Si, 2.7531, 0.0718, 6.1397
Si, 8.2859, 0.1468, 6.1172
Si, 0.0109, 2.8287, 6.3325
Si, 5.5103, 2.8685, 6.0801
Si, 2.7455, 5.6132, 6.1553
Si, 8.2452, 5.6251, 5.962
Si, 0.0409, 8.3373, 6.3872
Si, 5.4934, 8.3353, 6.2426
Si, 4.4226, 1.2087, 7.3323
Si, 9.8146, 1.1666, 7.6408
Si, 1.1792, 4.5265, 7.5408
Si, 6.6479, 4.5626, 7.2644
Si, 4.3292, 6.7172, 7.54
Si, 9.724, 6.631, 7.5044
Si, 1.2904, 9.97, 7.7073
Si, 6.7162, 9.992, 7.4472
O, 9.5426, 1.3203, 23.999
O, 4.02, 6.8069, 23.9742
O, 3.9543, 1.3474, 24.0683
O, 9.3889, 6.9202, 24.1895
O, -0.0297, 5.5724, 8.0291
O, 5.5639, 0.1562, 7.9349
O, 0.0798, 0.1107, 8.1621
O, 5.5369, 5.6268, 7.8964
O, 7.6152, 3.9662, 8.4372
O, 8.6987, 7.0482, 8.7449
O, 2.215, 9.4895, 9.0239
O, 8.8973, 1.679, 8.9404
O, 7.6066, 9.4837, 8.7428
O, 3.5829, 1.8607, 8.5758
O, 3.574, 7.2277, 8.9318
O, 2.056, 4.0429, 8.8621
O, 8.0711, 3.5786, 23.4431
O, -0.0621, 5.0201, 23.083
O, 1.865, 3.072, 23.3346
O, 5.7728, 4.9216, 23.1086
O, 5.3583, 10.1157, 23.337
O, 2.3557, 8.7017, 23.0543
O, 0.1536, 10.1494, 23.0648
O, 7.631, 8.6629, 23.1881
Si, 8.6853, 7.5857, 18.4101
Si, 8.8223, 6.3103, 13.6608
Si, 3.83, 1.4828, 14.7444
Si, 2.1546, 5.6603, 17.6908
Si, 2.5969, 2.8972, 19.2722
Si, 9.8204, 8.9883, 12.0852
Si, 1.2822, 9.4401, 22.0624
Si, 9.1966, 0.9203, 13.1792
Si, 1.4767, 5.0377, 12.9916
Si, 1.8088, 8.2403, 12.7879
Si, 6.5507, 9.5762, 22.3739
Si, 4.5469, 4.5396, 15.7495
Si, 8.2202, 3.0263, 9.5961
Si, 0.8405, 8.1574, 19.291
Si, 7.0057, 1.3647, 21.0453
Si, 8.2213, 8.3013, 9.6864
Si, 10.9988, 5.1945, 15.602
Si, 7.6499, 9.3861, 16.2645
Si, 10.0246, 2.0658, 20.2594
Si, 3.2348, 8.521, 9.9024
Si, 6.83, 3.2672, 17.312
Si, 1.214, 0.1356, 19.7064
Si, 3.2633, 2.7782, 12.3058
Si, 7.2381, 5.2722, 19.6328
Si, 5.7613, 8.6315, 11.5648
Si, 5.8058, 6.0397, 13.249
Si, 4.6952, 9.5457, 17.5544
As, 1.2846, 4.0121, 21.8479
Si, 5.0891, 1.3799, 18.5525
Si, 3.1916, 3.0952, 9.5422
Si, 6.4942, 10.7831, 13.7844
Si, 10.3942, 0.043, 15.9386
Si, 5.6728, 3.6402, 11.1783
Si, 9.8726, 3.8635, 11.915
Si, 2.382, 9.853, 15.522
Si, 6.087, 7.9969, 19.7638
Si, 6.9025, 3.977, 22.3829
Si, 9.8601, 2.7447, 17.2845
O, 7.2295, 6.3323, 14.0108
O, 1.8896, 6.953, 18.7621
O, 10.5281, 3.9754, 16.5149
O, 6.2253, 9.7532, 16.9871
O, 10.1807, 0.6218, 14.4326
O, 8.4612, 6.0031, 18.8083
O, 5.207, 0.6302, 14.4349
O, 6.0623, 1.8281, 17.3289
O, 8.4545, 1.9317, 20.6382
O, 1.9615, 4.2296, 18.4953
O, 6.9755, 2.801, 10.6441
O, 4.8976, 2.6576, 12.2228
O, 6.054, 4.3388, 16.3611
O, 4.5658, 3.9177, 9.9694
O, 10.8902, 2.8302, 21.3883
O, 9.7853, 6.108, 14.981
O, 6.0143, 6.3598, 19.765
O, 4.2483, 0.0503, 18.1649
O, 9.2492, 10.509, 12.2505
O, 2.9078, 4.3395, 12.6705
O, 1.9212, 10.6531, 21.1511
O, 4.1218, 2.669, 18.7486
O, 0.7697, 9.9649, 15.9289
O, 1.2936, 9.681, 18.8048
O, 1.8451, 1.451, 18.9721
O, 8.9959, 10.3045, 16.4808
O, 4.8833, 8.4519, 18.7536
O, 9.5839, 8.701, 10.4919
O, 6.8512, 3.9243, 18.8115
O, 2.8682, 1.6944, 13.4253
O, 5.8386, 8.6664, 21.2279
O, 2.5581, 2.4118, 10.886
O, 7.5906, 4.8056, 21.1567
O, 5.235, 7.4483, 12.593
O, 0.4375, 9.0489, 12.5033
O, 7.6081, 1.0364, 13.566
O, 7.198, 9.5875, 14.695
O, 9.0103, 4.9801, 12.7281
O, 8.1844, 7.9289, 16.8602
O, 6.2481, 2.5498, 21.9041
O, 2.4986, 9.0353, 14.0681
O, 0.4567, 4.4496, 11.8606
O, 0.7635, 8.2957, 20.9609
O, 9.4016, 3.8295, 10.3613
O, 9.6943, 2.3406, 12.5196
O, 7.6256, 8.4428, 19.346
O, 2.5514, 8.1767, 11.3363
O, 4.0157, 2.9934, 15.4022
O, 0.941, 4.4965, 14.4238
O, 10.0331, 2.9498, 18.8799
O, 9.1713, 7.7546, 12.9601
O, 10.5858, 0.5372, 19.9995
O, 6.0435, 5.0107, 11.9797
O, 8.3061, 2.8517, 16.7938
O, 3.559, 5.3789, 16.7973
O, 4.6932, 9.1006, 10.3938
O, 1.5616, 6.6576, 13.1254
O, 4.7754, 5.4564, 14.3923
O, 2.6305, 3.137, 20.8566
O, 10.601, 1.3444, 16.8929
O, 1.0296, 6.0751, 16.566
O, 7.3069, 10.912, 21.8424
O, 6.0085, 0.9865, 19.8305
O, 6.0865, 10.0003, 12.402
O, 2.889, 0.4715, 15.5984
O, 7.0616, 7.9714, 10.7938
O, 10.2571, 7.9063, 18.7012
O, 3.4783, 9.0823, 16.525

Results
free energy: -141728.480 eV
free energy less fixed offsets of As -4856.12, O -568.88, Si -635.61 eV per atom: 0.730 eV

Forces (eV/angstrom), in the order of the atoms: element, x, y, z
Si, 0.1116, 0.0191, -0.4323
Si, 0.0041, -0.0603, -0.3475
Si, -0.0785, 0.033, -0.0793
Si, 0.1116, 0.1962, -0.3753
Si, -0.0398, -0.1893, -0.683
Si, 0.0413, -0.0797, -0.3185
Si, -0.0396, 0.0055, -0.3949
Si, 0.1074, -0.0192, -0.475
Si, 0.0619, 0.0284, 0.1616
Si, -0.0006, 0.0321, 0.1632
Si, -0.018, 0.0343, 0.0957
Si, 0.0531, 0.0007, 0.1502
Si, 0.083, 0.005, 0.1654
Si, -0.0405, -0.0475, 0.1411
Si, -0.0207, -0.043, 0.1752
Si, 0.0429, 0.0081, 0.1202
Si, -0.0462, 0.0149, -0.1681
Si, -0.0374, 0.0023, -0.0805
Si, 0.0119, 0.0103, -0.1334
Si, 0.0344, 0.0283, -0.1344
Si, -0.0208, -0.0178, -0.1656
Si, -0.015, 0.0185, -0.0676
Si, -0.0082, -0.0156, -0.1163
Si, -0.0146, 0.025, -0.0951
Si, -0.0288, -0.0552, 0.1197
Si, -0.0316, 0.0045, 0.163
Si, -0.075, -0.0093, 0.0836
Si, -0.0328, -0.0112, 0.0963
Si, -0.0268, 0.0303, 0.1667
Si, -0.0507, -0.0015, 0.1507
Si, 0.0267, 0.0257, -0.0397
Si, -0.0163, -0.0088, 0.0551
Si, 0.0121, 0.0678, -0.0636
Si, 0.0074, 0.0243, -0.0832
Si, 0.008, -0.0591, -0.0875
Si, 0.0718, 0.0202, -0.0741
Si, 0.0465, 0.0174, -0.0756
Si, 0.0256, 0.0151, -0.0782
Si, 0.0615, -0.0372, -0.0667
Si, 0.0205, -0.0334, -0.0783
Si, -0.0089, -0.0032, 0.0864
Si, -0.0407, -0.0119, 0.0803
Si, -0.0175, 0.0242, 0.0954
Si, -0.0252, -0.0072, 0.0778
Si, -0.0587, -0.0007, 0.0795
Si, -0.0013, -0.0059, 0.0835
Si, -0.0176, -0.0027, 0.0855
Si, -0.0236, -0.0407, 0.0948
Si, 0.0382, 0.0185, -0.0675
Si, 0.0308, 0.0129, -0.0875
Si, 0.0117, 0.0075, -0.0876
Si, 0.0226, -0.0096, -0.0596
Si, 0.0156, -0.0049, -0.088
Si, 0.0253, 0.0032, -0.0729
Si, 0.0216, -0.0134, -0.058
Si, 0.0099, 0.0001, -0.0782
Si, -0.0255, -0.0031, 0.0591
Si, 0.0405, -0.0139, 0.0472
Si, -0.0578, 0.0051, 0.0676
Si, -0.0465, 0.0241, 0.0365
Si, 0.0032, 0.0259, 0.0468
Si, -0.0006, 0.0091, 0.0697
Si, -0.0491, -0.0091, 0.0471
Si, -0.0732, -0.0193, 0.057
Si, 0.0002, 0.006, -0.1221
Si, 0.0278, 0.0291, -0.1033
Si, 0.0797, -0.0062, -0.0373
Si, -0.04, -0.0143, 0.0634
Si, -0.012, -0.0024, -0.1397
Si, 0.042, -0.0261, -0.0647
Si, 0.0387, -0.0072, -0.0253
Si, 0.0042, -0.0859, -0.01
Si, 0.0303, 0.0141, 0.0806
Si, 0.0487, 0.0335, 0.04
Si, -0.0025, -0.0226, 0.0455
Si, -0.0086, -0.0274, 0.0604
Si, 0.0508, 0.0171, 0.0782
Si, 0.0204, 0.0304, 0.0332
Si, -0.0066, -0.0405, 0.0629
Si, -0.0008, 0.0019, 0.0854
Si, -0.0321, -0.0204, -0.0653
Si, -0.0012, 0.0145, -0.0638
Si, -0.0196, -0.0021, -0.0767
Si, -0.0038, 0.0069, -0.0711
Si, -0.0102, -0.0021, -0.0679
Si, 0.0123, 0.0096, -0.0661
Si, -0.0017, -0.008, -0.0663
Si, 0.0005, -0.008, -0.0797
Si, -0.0237, 0.0284, 0.2873
Si, -0.0425, -0.0191, 0.286
Si, 0.0423, 0.0228, 0.2941
Si, 0.0202, -0.0266, 0.278
Si, -0.0328, -0.0141, 0.316
Si, -0.06, -0.0162, 0.2803
Si, 0.0505, 0.0122, 0.3257
Si, 0.0242, -0.0178, 0.2985
O, -0.0719, -0.03, 0.1178
O, -0.0196, 0.0975, 0.1091
O, -0.0077, -0.0402, 0.0398
O, 0.0263, -0.0902, 0.1204
O, 0.0042, 0.0089, -0.1316
O, -0.0029, 0.0032, -0.1443
O, -0.0097, 0.0141, -0.1555
O, -0.0186, 0.0353, -0.1466
O, -0.0992, 0.1081, -0.3132
O, 0.0898, -0.0919, -0.2819
O, -0.1284, 0.0844, -0.2987
O, 0.0904, -0.0953, -0.2604
O, -0.0927, 0.11, -0.304
O, 0.07, -0.1305, -0.2648
O, 0.0587, -0.0915, -0.2797
O, -0.1306, 0.0837, -0.2949
O, 0.016, -0.164, 0.2291
O, -0.1872, 0.1233, 0.6762
O, 0.0229, -0.045, 0.1005
O, -0.1269, 0.1369, 0.3295
O, -0.1363, 0.1594, 0.3978
O, 0.1587, -0.0898, 0.3354
O, -0.1059, 0.0771, 0.3349
O, 0.0566, -0.0707, 0.3766
Si, -0.0038, 0.0128, -0.142
Si, 0.0174, -0.0217, 0.1832
Si, 0.0076, 0.0193, 0.1302
Si, 0.0128, -0.0104, -0.0963
Si, 0.0018, 0.0785, -0.1589
Si, 0.0314, 0.0283, 0.3378
Si, -0.0623, -0.0339, -0.6037
Si, 0.0056, -0.0065, 0.2365
Si, -0.0198, 0.0054, 0.2425
Si, -0.038, 0.0031, 0.3415
Si, 0.0419, -0.0137, -0.575
Si, -0.0181, -0.0308, 0.1001
Si, 0.0049, 0.063, 0.4998
Si, 0.0142, -0.0713, -0.2884
Si, -0.0266, 0.0212, -0.3944
Si, 0.0346, 0.0145, 0.5227
Si, 0, -0.0018, 0.0896
Si, 0.0128, 0.0059, 0.0447
Si, 0.0302, 0.0503, -0.3658
Si, 0.0437, 0.0135, 0.5174
Si, -0.0044, -0.0252, -0.1445
Si, 0.047, 0.0217, -0.3022
Si, 0.0078, -0.0007, 0.3484
Si, -0.0202, 0.0194, -0.3457
Si, 0.0027, 0.0364, 0.3834
Si, -0.0192, -0.0247, 0.2716
Si, -0.0123, 0.0351, -0.1072
As, 0.0556, -0.0144, -0.402
Si, -0.0034, 0.0236, -0.1832
Si, 0.0846, 0.0132, 0.503
Si, 0.0154, 0.0352, 0.2196
Si, 0.0125, -0.0087, 0.0524
Si, -0.0188, 0.0436, 0.3829
Si, 0.0459, 0.0138, 0.3621
Si, -0.0085, 0.0166, 0.0953
Si, 0.0292, -0.0161, -0.3258
Si, 0.0323, -0.0244, -0.5259
Si, -0.0467, -0.03, -0.1302
O, -0.014, 0.0023, -0.0869
O, -0.0187, 0.0438, 0.0947
O, 0.0259, 0.0005, -0.0047
O, 0.0011, -0.0038, 0.0062
O, -0.0298, 0.0155, -0.1069
O, -0.0159, -0.0315, 0.0835
O, 0.0212, -0.0214, -0.0691
O, -0.0082, 0.0113, 0.0787
O, -0.0515, -0.0038, 0.1356
O, -0.0165, -0.0375, 0.0345
O, 0.0849, -0.0241, -0.1993
O, 0.0303, 0.0273, -0.1611
O, 0.0097, -0.0007, 0.0019
O, -0.0829, -0.0105, -0.2447
O, 0.089, 0.1117, 0.3579
O, -0.0454, 0.0205, -0.0887
O, -0.0079, -0.0093, 0.1118
O, -0.0208, -0.0069, 0.0531
O, 0.0074, -0.0733, -0.1263
O, 0.0249, -0.0397, -0.1084
O, 0.0063, -0.0226, 0.2613
O, 0.0303, -0.0266, 0.0735
O, 0.0056, -0.0096, -0.0161
O, -0.0207, 0.0262, 0.1292
O, 0.0017, -0.0555, 0.0977
O, -0.0026, -0.0059, -0.0136
O, 0.0352, -0.0433, 0.1241
O, -0.084, -0.0426, -0.2813
O, 0.01, 0.0533, 0.1462
O, -0.0188, 0.0316, -0.1485
O, 0.0177, 0.1003, 0.2916
O, -0.0015, 0.015, -0.2929
O, -0.0206, -0.0633, 0.3112
O, 0.0064, 0.0679, -0.1469
O, -0.0205, 0.0005, -0.1098
O, 0.0089, -0.0016, -0.0771
O, -0.0292, 0.0162, -0.0759
O, 0.0142, -0.0579, -0.1255
O, 0.0044, -0.0119, 0.0328
O, -0.0201, 0.0502, 0.2158
O, -0.0086, -0.0531, -0.149
O, -0.0327, -0.0293, -0.1305
O, 0.0319, 0.0762, 0.2964
O, -0.0864, -0.0487, -0.287
O, 0.0054, 0.0629, -0.1372
O, -0.0651, 0.0109, 0.0991
O, 0.0792, 0.0211, -0.2965
O, -0.0025, -0.0272, -0.0709
O, 0.0228, 0.005, -0.107
O, 0.0018, -0.0247, 0.1646
O, 0.0138, 0.0609, -0.123
O, -0.0561, -0.0037, 0.1156
O, 0.0062, -0.0777, -0.1806
O, -0.0082, 0.0018, 0.0478
O, -0.0164, 0.0095, 0.0129
O, -0.0775, -0.0005, -0.2131
O, 0.0142, 0.0275, -0.0888
O, 0.0426, 0.048, -0.1312
O, 0.0304, -0.0223, 0.1866
O, 0.0102, 0.0013, 0.0343
O, 0.0013, -0.0116, 0.0148
O, -0.0252, -0.0905, 0.2121
O, 0.1011, -0.0192, 0.214
O, -0.0331, -0.0989, -0.1954
O, 0.0142, 0.0225, -0.0326
O, 0.0818, -0.0037, -0.2235
O, 0.0435, 0.0139, 0.0711
O, 0.0009, -0.0057, 0.0077

The program warned: the cutoff lies below the one the program advises for these potential files; the forces do not sum to zero within the program's tolerance; the exchange-correlation potential is rough where the density is thin.
